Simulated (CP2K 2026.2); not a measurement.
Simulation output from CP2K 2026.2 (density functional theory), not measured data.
Periodic cell of 464 atoms, Si288O168N8, from a study of silicon, its oxide and their interface. The atomic structure is a simulated model.
Doubt: the forces sum to 2.40 eV/angstrom along one axis rather than to zero, so they err by at least 0.0052 eV/angstrom per atom on average; the grid cutoff is modest.

Settings
functional: PBE
method: Gaussian and plane waves
basis set: DZVP-MOLOPT-SR-GTH
pseudopotentials: GTH-PBE
grid cutoff: 350 Ry, relative cutoff 50 Ry
k points: Gamma only
occupations: fixed
spin: none
net charge: 0

Cell vectors (angstrom)
a	16.3356	0	0
b	0	16.3356	0
c	1.6669	6.1187	30.1343

Atoms and the computed forces on them: element, x, y, z (angstrom), force x, y, z (eV/angstrom)
Si	1.719	14.759	0.255	-0.222	-0.081	0.639
Si	4.299	0.836	0.164	-0.013	0.094	0.664
Si	1.081	4.291	0.07	0.119	-0.162	0.649
Si	5.573	12.752	29.898	0.291	-0.048	0.637
Si	2.381	16.148	29.996	0.266	-0.1	0.584
Si	4.064	12.727	0.148	0.078	-0.184	0.518
Si	6.098	14.595	0.029	0.348	-0.008	0.424
Si	9.265	1.53	0.289	-0.074	-0.253	0.609
Si	8.55	9.704	30.021	-0.141	0.319	0.602
Si	10.803	13.145	30.131	0.067	-0.063	0.572
Si	8.696	15.471	30.096	-0.063	0.03	0.508
Si	9.894	11.986	0.121	-0.078	-0.057	0.599
Si	12.742	14.501	0.182	0.039	-0.05	0.521
Si	14.783	1.543	0.086	0.185	-0.229	0.633
Si	12.364	3.623	0.064	-0.14	0.378	0.518
Si	16.853	12.633	30.113	-0.198	0.12	0.641
Si	13.603	15.768	30.099	0.155	-0.099	0.651
Si	14.897	12.265	0.334	-0.044	0.01	0.41
Si	2.769	16.255	1.66	0.065	-0.058	-0.057
Si	5.445	2.501	1.369	-0.01	-0.034	-0.049
Si	2.674	5.421	1.347	0.006	-0.012	-0.035
Si	5.414	8.027	1.099	-0.031	-0.008	-0.068
Si	2.675	10.919	1.042	0.108	0.047	-0.076
Si	5.259	13.612	1.905	-0.022	-0.043	0.032
Si	8.064	16.023	1.141	-0.154	-0.146	-0.142
Si	10.833	2.672	1.608	0.056	0.008	-0.03
Si	7.977	5.358	1.186	0.005	-0.05	-0.006
Si	10.754	8.145	1.333	-0.01	-0.021	-0.059
Si	8.213	10.856	1.354	-0.063	-0.007	-0.05
Si	11.063	13.471	1.469	-0.052	0.045	-0.028
Si	13.734	16.233	1.412	-0.047	0.066	-0.028
Si	16.292	2.733	1.413	-0.003	0.013	-0.046
Si	13.538	5.36	1.238	-0.035	0.01	-0.027
Si	16.252	8.221	1.251	0.024	-0.038	0.018
Si	13.499	10.759	1.422	-0.011	-0.013	-0.056
Si	16.398	13.619	1.481	0.018	0.008	-0.042
Si	1.339	1.382	2.782	-0.033	0.004	0.02
Si	4.062	3.991	2.641	0.02	0.014	-0.006
Si	1.339	6.883	2.644	-0.023	-0.032	0.015
Si	4.03	9.479	2.437	0.022	0.013	0.03
Si	1.447	12.187	2.701	0.028	0.049	0.015
Si	4.021	15.036	3.173	0.006	0.016	0.073
Si	6.857	1.168	2.69	-0.025	-0.033	0.008
Si	9.442	4.165	2.711	-0.052	0.048	0.012
Si	6.702	6.729	2.617	0.03	0.023	-0.003
Si	9.502	9.51	2.783	0.023	0.007	0.032
Si	6.848	12.171	2.782	0.015	0.004	0.022
Si	9.54	14.876	2.619	0.011	0.001	0.029
Si	12.261	1.226	2.767	0.042	-0.026	0.028
Si	14.898	4.085	2.729	-0.007	-0.008	0.034
Si	12.195	6.766	2.614	0.013	0.025	0.025
Si	14.909	9.434	2.74	-0.003	0.027	-0.003
Si	12.289	12.131	2.885	0.049	-0.022	0.05
Si	15.075	14.984	2.845	0.008	-0.011	0.022
Si	16.37	16.358	4.192	0.002	-0.008	0.004
Si	2.721	2.734	4.108	0.008	0.007	-0.017
Si	16.304	5.487	4.021	-0.013	0.035	-0.011
Si	2.729	8.206	3.982	0.017	0.009	0.003
Si	16.339	10.845	4.034	0.02	-0.021	-0.035
Si	2.653	13.521	4.25	0	0.02	0.002
Si	5.522	16.386	4.278	0.023	0.022	0.014
Si	8.161	2.667	4.023	0.02	-0.039	-0.023
Si	5.391	5.386	4.02	0.005	-0.014	-0.006
Si	8.096	8.095	4.023	-0.02	-0.009	0.012
Si	5.393	10.779	3.977	-0.037	-0.029	-0.027
Si	8.213	13.572	4.089	0.006	0.015	-0.004
Si	10.857	16.237	4.068	0.013	-0.016	0.029
Si	13.586	2.679	4.086	-0.012	-0.002	-0.019
Si	10.844	5.473	4.058	0.002	-0.011	0.004
Si	13.551	8.087	4.071	-0.025	0.01	0.02
Si	10.87	10.825	4.19	-0.015	0.006	-0.009
Si	13.672	13.573	4.133	-0.019	0.013	-0.012
Si	1.333	15.034	10.864	0.013	0.018	-0.003
Si	4.09	17.714	10.709	-0.016	-0.008	-0.02
Si	1.302	4.116	10.834	-0.009	-0.028	-0.006
Si	4.07	6.859	10.87	0.014	-0.011	0.004
Si	1.383	9.568	10.949	0.003	-0.01	-0.01
Si	4.132	12.294	10.867	0.007	-0.002	0.026
Si	6.867	14.99	10.878	-0.01	0.012	-0.007
Si	9.606	17.731	10.963	0.015	0.008	-0.02
Si	6.897	4.181	10.834	-0.003	-0.018	-0.009
Si	9.52	6.836	10.868	-0.002	-0.002	0.013
Si	6.831	9.575	10.822	0.004	-0.008	-0.007
Si	9.602	12.296	10.902	0.008	0.003	0.002
Si	12.334	15.049	11.016	0.007	0.01	0.012
Si	14.98	17.706	10.98	-0.008	0.001	-0.016
Si	12.175	4.022	10.862	-0.006	-0.026	0.002
Si	14.965	6.864	10.874	-0.026	-0.024	-0.002
Si	12.244	9.546	10.906	-0.007	0.013	-0.02
Si	14.966	12.271	10.918	0.003	0.025	-0.013
Si	2.729	16.452	12.13	0.006	0.035	-0.018
Si	5.494	2.729	11.974	0.014	-0.004	-0.024
Si	2.671	5.463	12.155	-0.008	0.025	-0.021
Si	5.45	8.262	12.171	-0.006	0.022	0.008
Si	2.79	10.984	12.264	-0.016	-0.014	-0.002
Si	5.504	13.646	12.233	-0.019	-0.014	-0.01
Si	8.239	16.335	12.252	-0.009	-0.015	-0.011
Si	10.931	2.724	12.425	0.033	0	0.001
Si	8.204	5.533	12.306	-0.021	-0.005	0
Si	10.854	8.201	12.25	-0.012	-0.014	-0.006
Si	8.2	10.925	12.193	0.01	0.007	-0.041
Si	10.984	13.637	12.307	-0.021	-0.02	-0.054
Si	13.664	16.424	12.484	-0.003	-0.019	-0.032
Si	16.343	2.785	12.288	0.002	-0.028	0
Si	13.508	5.464	12.082	0.03	0.034	-0.042
Si	16.332	8.194	12.294	0.027	0.031	-0.002
Si	13.594	10.915	12.281	-0.017	-0.026	-0.003
Si	16.292	13.689	12.244	0.014	0.042	-0.01
Si	1.49	17.839	13.621	0.006	-0.029	0.054
Si	4.136	4.08	13.277	0.016	-0.04	0.03
Si	1.423	6.785	13.632	0.007	0.007	0.053
Si	4.242	9.657	13.612	-0.003	0.006	0.036
Si	1.378	12.403	13.552	0.012	-0.026	0.045
Si	4.086	15.068	13.446	-0.02	-0.002	0.04
Si	6.794	17.757	13.408	0.014	0.011	0.048
Si	9.529	4.126	13.726	-0.037	0	0.037
Si	6.797	6.993	13.574	0.042	0.007	0.018
Si	9.524	9.589	13.616	-0.007	0.021	0.041
Si	6.915	12.318	13.588	0.015	-0.002	0.036
Si	9.639	15.029	13.643	0.018	0.026	0.045
Si	12.354	17.836	13.96	-0.02	0.006	0.026
Si	14.874	4.209	13.466	-0.034	-0.034	0.027
Si	12.154	6.731	13.515	0.013	-0.023	0.036
Si	14.89	9.566	13.668	0.01	-0.012	0.035
Si	12.313	12.244	13.725	-0.009	0.032	0.048
Si	15.052	14.986	13.792	-0.013	0.018	0.021
Si	16.75	16.2	14.893	-0.225	0.123	-0.639
Si	3.226	18.968	14.849	-0.271	0.096	-0.67
Si	16.01	5.755	14.76	0.218	-0.056	-0.635
Si	2.546	8.542	14.776	0.51	-0.571	-0.285
Si	16.669	10.697	14.778	-0.542	0.497	-0.277
Si	2.564	13.969	14.815	0.065	-0.181	-0.684
Si	5.258	16.615	14.711	0.115	-0.108	-0.676
Si	7.709	3.075	14.768	0.483	-0.317	-0.654
Si	5.531	5.36	14.599	-0.227	0.258	-0.646
Si	7.921	8.53	14.964	0.151	-0.203	-0.693
Si	5.8	10.811	14.973	-0.259	0.116	-0.638
Si	8.55	13.393	14.897	-0.132	0.154	-0.751
Si	11.203	16.079	15.08	-0.259	0.391	-0.552
Si	13.47	3.332	15.147	0.154	-0.349	-0.623
Si	11.015	5.334	15.093	-0.166	0.165	-0.613
Si	13.718	7.863	14.781	-0.037	0.245	-0.687
Si	10.691	11.105	14.994	0.173	-0.177	-0.672
Si	13.461	13.773	15.135	0.376	-0.273	-0.534
Si	8.04	12.203	25.3	-0.049	-0.108	-0.025
Si	13.44	15.429	23.032	-0.04	0.05	-0.015
Si	14.931	21.051	25.421	0.025	-0.111	-0.132
Si	10.5	18.57	19.239	-0.065	0.036	0.136
Si	12.396	10.787	22.825	-0.013	-0.114	0.087
Si	3.962	14.653	27.971	-0.074	-0.062	-0.128
Si	1.655	21.028	25.648	-0.066	-0.023	-0.177
Si	12.599	11.469	28.044	0.101	-0.219	0.07
Si	13.598	6.828	21.068	0.024	0.059	0.252
Si	14.876	13.727	27.982	-0.134	0.039	-0.019
Si	13.563	13.98	18.17	-0.042	-0.121	-0.061
Si	10.965	16.82	22.639	-0.007	0.063	0.099
Si	11.947	9.125	17.096	-0.061	-0.006	0.103
Si	12.577	8.367	28.132	0.292	0.1	-0.125
Si	1.533	15.308	20.98	-0.076	-0.039	-0.067
Si	6.563	10.578	27.674	-0.174	-0.217	-0.066
Si	4.038	12.312	17.099	-0.012	-0.044	0.009
Si	4.797	20.405	22.6	-0.08	-0.102	0.038
Si	16.882	10.197	19.827	-0.162	0.075	0.009
Si	3.325	18.529	24.736	0.065	0.081	-0.101
Si	3.799	4.792	16.968	0.071	-0.121	-0.002
Si	7.054	6.204	24.853	-0.119	0.099	-0.06
Si	7.619	20.402	21.86	0.132	0.088	-0.025
Si	8.66	7.71	22.586	0.021	0.029	0.161
Si	1.803	15.902	24.087	-0.003	0.046	-0.005
Si	4.846	7.816	20.304	0.075	-0.009	-0.012
Si	5.668	8.675	25.422	-0.135	-0.065	0.033
Si	9.588	7.149	17.306	0.053	-0.073	0.117
Si	3.765	8.443	23.053	0.056	0.133	0.065
Si	13.639	5.633	27.649	-0.05	0.192	-0.045
Si	13.492	17.597	21.257	0.088	0.141	0.18
Si	12.35	20.261	20.964	0.098	-0.116	-0.05
Si	6.965	14.876	21.286	-0.012	0.003	-0.006
Si	10.825	11.075	25.425	-0.065	-0.137	-0.135
Si	2.098	6.415	28.132	0.052	0.11	-0.104
Si	9.655	21.523	25.863	0.141	-0.057	-0.265
Si	17.619	12.05	23.832	-0.049	-0.049	0.03
Si	7.777	6.569	19.928	-0.08	-0.009	-0.057
Si	15.713	4.022	17.165	-0.198	-0.069	-0.013
Si	17.312	9.191	22.733	0.01	0.092	0.099
Si	14.199	8.865	19.043	0.104	-0.019	0.011
Si	11.717	7.984	23.183	0.192	-0.188	-0.031
Si	5.522	16.807	26.268	-0.049	-0.027	-0.114
Si	10.375	19.231	27.6	0.164	-0.042	-0.243
Si	5.178	14.544	18.977	-0.103	0.034	-0.013
Si	8.189	18.101	17.543	-0.001	0.018	0.183
Si	7.784	17.831	20.36	0.174	-0.018	-0.147
Si	10.733	8.17	25.865	0.015	-0.09	-0.142
Si	13.631	7.442	25.497	-0.098	-0.143	0.163
Si	4.635	10.56	21.321	0.013	0.033	0.004
Si	10.372	19.776	23.334	-0.133	-0.003	0.143
Si	9.793	14.787	20.637	0.14	0.167	0.003
Si	2.453	6.048	19.095	0.082	-0.056	0.086
Si	14.434	8.72	23.289	-0.217	-0.079	-0.179
Si	16.964	17.625	17.551	0.029	-0.015	-0.112
Si	3.529	13.581	25.24	-0.016	-0.009	-0.129
Si	7.183	15.346	16.873	-0.037	0.13	-0.071
Si	15.352	15.928	19.532	-0.018	-0.104	0.071
Si	2.187	12.436	20.822	0.021	-0.229	-0.016
Si	3.114	16.979	18.995	0.023	-0.057	-0.032
Si	15.689	14.333	24.945	0.109	-0.079	-0.137
Si	4.148	6.136	24.463	0.149	0.025	0.273
Si	15.729	6.388	19.163	-0.09	-0.048	-0.111
Si	6.348	14.481	24.419	-0.101	-0.017	0.012
Si	4.268	8.573	28.096	0.009	0.034	-0.196
Si	1.883	10.055	17.224	-0.05	0.006	-0.237
Si	7.05	10.361	23.167	-0.083	-0.13	-0.117
Si	3.917	19.976	19.622	-0.095	0.049	-0.053
Si	7.745	17.889	28.206	0.045	0.129	0.111
Si	12.187	20.175	25.727	0.139	0.055	-0.244
Si	12.492	13.255	20.89	0.068	0.164	0.06
Si	11.119	16.026	18.148	-0.088	-0.105	0.035
Si	1.335	14.952	5.553	0.004	-0.002	0.01
Si	4.092	1.42	5.529	0.019	-0.003	0.005
Si	1.337	4.13	5.412	-0.021	-0.009	0.001
Si	4.059	6.809	5.361	-0.018	-0.002	0.002
Si	1.368	9.516	5.41	0.005	0.001	0.001
Si	4.113	12.157	5.451	0.004	-0.015	-0.008
Si	6.883	14.94	5.507	0.007	0.021	-0.005
Si	9.548	1.341	5.409	0.006	0.01	0.005
Si	6.781	4.04	5.386	-0.01	0.016	-0.027
Si	9.499	6.816	5.428	0.015	0.018	0.017
Si	6.753	9.472	5.39	0.033	0.017	0.007
Si	9.537	12.238	5.496	-0.007	-0.004	0.026
Si	12.246	14.918	5.446	-0.004	0.013	0.005
Si	14.956	1.376	5.481	-0.002	0.001	0.024
Si	12.214	4.074	5.402	0.004	-0.006	-0.01
Si	14.948	6.785	5.442	0.005	0.004	0.005
Si	12.255	9.468	5.488	0.013	0.005	0.029
Si	15.029	12.218	5.465	0.014	0.018	-0.006
Si	2.731	16.343	6.842	0.009	-0.022	-0.014
Si	5.459	2.772	6.862	-0.015	-0.009	0.007
Si	2.701	5.494	6.77	-0.002	0.011	0.003
Si	5.411	8.144	6.769	-0.003	-0.01	-0.005
Si	2.712	10.862	6.816	-0.002	0.009	-0.006
Si	5.472	13.563	6.792	-0.009	0	-0.014
Si	8.233	16.341	6.836	-0.014	-0.003	0.018
Si	10.899	2.705	6.785	0.004	-0.001	0.015
Si	8.144	5.417	6.75	0.002	-0.025	0.001
Si	10.866	8.142	6.829	-0.016	0.003	0.018
Si	8.133	10.855	6.77	-0.022	-0.006	0.002
Si	10.908	13.597	6.851	-0.004	-0.01	0.01
Si	13.59	16.317	6.8	-0.015	-0.014	0.002
Si	16.316	2.762	6.794	-0.003	-0.007	0.006
Si	13.578	5.421	6.791	-0.002	-0.011	0.005
Si	16.321	8.174	6.781	-0.011	0.002	0.009
Si	13.633	10.88	6.812	0	-0.017	0.003
Si	16.312	13.597	6.885	0.014	0.012	0.014
Si	1.33	17.727	8.149	-0.002	0.004	-0.019
Si	4.078	4.161	8.157	0.009	0.011	-0.008
Si	1.343	6.833	8.157	0.005	-0.006	-0.019
Si	4.077	9.515	8.161	0.005	-0.002	-0.013
Si	1.38	12.249	8.204	0.003	0.017	0
Si	4.113	14.95	8.141	0.021	0.006	-0.005
Si	6.861	17.72	8.179	0.007	0.003	-0.003
Si	9.529	4.081	8.113	-0.004	-0.006	-0.004
Si	6.801	6.811	8.112	-0.006	-0.009	-0.018
Si	9.525	9.541	8.156	0.002	0.002	-0.013
Si	6.839	12.243	8.162	-0.001	0.001	-0.013
Si	9.593	15	8.219	0.007	0.012	0.001
Si	12.262	17.685	8.171	0.019	0.001	0.001
Si	14.936	4.083	8.174	-0.005	-0.003	-0.01
Si	12.241	6.788	8.181	-0.002	0.005	-0.008
Si	14.992	9.545	8.18	0.015	0.025	-0.018
Si	12.283	12.256	8.197	0.003	0.029	0.004
Si	14.941	14.982	8.195	-0.007	-0.01	-0.003
Si	16.296	16.378	9.528	0.006	-0.003	-0.017
Si	2.69	2.78	9.462	-0.006	-0.007	-0.019
Si	16.284	5.481	9.495	0.004	0.02	-0.011
Si	2.696	8.202	9.532	-0.043	0.013	-0.013
Si	16.348	10.902	9.573	0.013	-0.021	-0.025
Si	2.736	13.647	9.541	-0.004	0.007	0.005
Si	5.495	16.31	9.471	0.006	-0.003	-0.009
Si	8.244	2.746	9.547	-0.009	0.009	-0.01
Si	5.456	5.507	9.52	-0.018	-0.004	-0.011
Si	8.161	8.171	9.484	-0.01	0.009	-0.018
Si	5.448	10.912	9.489	-0.001	-0.009	-0.015
Si	8.215	13.615	9.526	-0.001	-0.001	-0.009
Si	10.952	16.356	9.605	-0.001	-0.022	-0.003
Si	13.609	2.694	9.557	-0.003	-0.016	-0.007
Si	10.853	5.428	9.514	0.018	-0.018	-0.004
Si	13.601	8.196	9.518	0.006	-0.002	-0.026
Si	10.9	10.899	9.527	-0.013	-0.006	-0.02
Si	13.609	13.649	9.59	-0.012	0.012	-0.003
O	16.269	16.995	16.236	-0.256	0.101	0.063
O	16.226	13.264	28.746	0.251	-0.032	-0.265
O	7.776	9.92	28.575	0.238	-0.227	-0.314
O	13.693	19.975	25.068	0.114	-0.491	-0.396
O	9.002	20.357	22.7	-0.091	0.097	-0.118
O	10.116	9.583	25.287	-0.522	-0.202	-0.282
O	15.215	8.66	29.794	-0.127	0.141	-0.263
O	1.358	9.537	14.277	0.028	-0.032	-0.498
O	3.452	9.71	28.908	0.19	0.053	-0.347
O	9.804	20.74	27.296	-0.237	0.415	0.491
N	13.62	7.323	27.221	0.188	0.13	0.097
O	6.862	9.67	15.481	0.084	0.13	0.441
O	5.952	15.846	15.96	-0.146	-0.235	0.289
O	2.275	13.991	20.384	0.354	0.108	-0.442
O	2.587	4.573	19.796	-0.478	-0.158	0.375
O	14.333	6.111	24.862	-0.159	0.059	-0.487
O	6.637	17.659	27.049	-0.155	0.265	-0.287
O	1.657	11.525	29.671	-0.088	0.124	-0.425
O	2.679	15.461	28.536	-0.3	0.185	-0.298
O	14.208	14.981	28.788	-0.164	0.01	-0.192
O	7.995	16.435	28.953	-0.443	-0.193	0.032
O	4.23	17.75	15.294	0.167	-0.077	0.597
O	12.768	8.226	16.045	0.008	-0.326	0.142
O	6.887	22.049	29.694	0.186	-0.066	-0.298
O	17.789	21.671	27.113	-0.482	-0.16	0.327
O	17.393	11.746	19.86	-0.228	0.487	-0.484
O	14.95	21.23	27.029	0.352	-0.236	0.579
O	2.214	16.57	20.267	0.046	0.292	0.213
O	11.227	8.635	27.308	-0.436	0.193	0.205
O	7.709	5.07	20.577	-0.148	-0.272	-0.177
O	2.914	15.019	24.845	0.134	0.109	0.388
O	17.191	7.175	28.844	-0.262	0.083	-0.233
O	8.221	16.55	17.1	0.421	-0.142	-0.307
O	2.163	8.147	23.075	-0.173	-0.473	0.23
O	8.555	7.479	21	0.464	0.552	-0.14
O	16.389	12.957	24.401	-0.079	-0.233	0.003
O	9.411	18.03	20.333	0.103	-0.221	0.471
O	4.699	20.127	21.017	0.395	-0.143	-0.109
O	3.744	18.404	19.376	0.146	-0.122	0.072
O	7.653	18.902	16.297	-0.397	0.011	0.288
O	10.323	5.961	16.451	0.108	-0.096	0.174
N	13.118	9.935	28.699	0.012	-0.083	-0.021
O	12.475	11.833	21.627	0.11	-0.166	-0.32
O	2.687	5.777	25.034	-0.311	0.217	-0.105
O	7.921	14.078	16.227	0.073	-0.103	0.434
O	3.857	10.004	22.648	-0.225	0.455	0.331
O	5.553	5.545	25.051	0.006	-0.487	0.274
O	11.28	10.407	16.359	0.03	0.095	0.297
O	12.566	16.959	29.601	-0.099	0.072	-0.334
O	15.281	14.181	26.493	-0.072	0.125	0.13
O	12.214	4.31	15.563	-0.128	-0.047	0.351
O	16.219	17.056	18.83	-0.076	0.316	0.313
O	15.899	8.422	22.738	0.039	-0.297	-0.143
O	5.017	13.546	24.592	0.062	-0.421	-0.039
O	6.884	7.608	25.675	0.148	0.067	0.698
O	16.486	4.933	16.079	0.396	0.123	0.026
O	13.88	12.453	27.895	0.113	-0.008	-0.324
O	4.643	7.67	21.91	0.141	-0.212	0.344
O	2.664	5.807	17.507	-0.338	0.318	-0.535
O	4.957	15.738	27.334	0.221	0.087	0.235
O	8.091	21.446	25.432	-0.151	-0.668	0.151
O	7.245	18.143	18.861	-0.523	-0.038	-0.14
N	13.311	7.533	22.601	0.096	-0.169	0.147
O	2.557	8.815	16.401	0.139	-0.358	0.427
O	13.623	19.209	21.016	0.514	0.282	-0.135
O	13.235	8.072	20.08	-0.568	0.281	0.104
O	6.097	9.795	24.342	-0.039	0.268	0.331
O	2.258	17.444	24.172	-0.151	0.03	-0.026
O	2.891	21.851	29.197	0.129	-0.094	0.194
O	17.601	17.336	29.661	0.099	-0.016	-0.508
O	2.44	19.613	25.566	-0.072	-0.189	0.263
O	7.24	18.927	21.367	-0.549	-0.205	0.117
O	5.239	11.561	16.314	0.328	0.148	0.392
O	1.288	9.471	18.593	-0.06	-0.487	-0.057
O	14.148	16.842	22.558	0.64	0.154	0.306
O	13.915	10.23	23.004	0.501	0.327	0.038
O	11.629	18.905	26.593	0.11	-0.554	0.042
O	3.074	3.56	16.193	-0.275	-0.15	0.231
O	10.946	13.673	20.719	-0.315	-0.45	0.049
O	11.532	12.307	28.934	-0.04	0.036	-0.035
O	9.603	12.254	15.444	0.129	-0.089	0.445
O	7.81	11.63	23.799	0.049	0.342	-0.513
O	9.952	15.458	19.147	-0.389	0.024	-0.062
O	5.615	14.361	20.534	-0.268	-0.168	0.183
O	15.115	6.401	20.672	0.193	-0.094	0.497
O	11.482	9.476	22.558	-0.579	0.1	-0.406
O	16.269	15.275	20.697	-0.095	-0.411	0.179
O	9.799	14.339	29.535	0.029	0.001	-0.102
O	16.965	10.731	16.398	-0.103	0.323	0.458
O	11.896	17.386	21.434	-0.119	-0.049	-0.52
O	16.703	15.591	24.769	-0.381	0.323	0.374
O	4.569	13.174	18.358	0.169	-0.285	0.122
O	11.566	17.447	18.78	0.78	0.04	-0.094
O	13.114	9.633	18.113	-0.078	0.529	-0.069
O	3.595	7.082	19.595	-0.051	0.163	-0.166
O	4.031	5.431	22.995	-0.499	0.314	-0.246
O	9.919	15.82	21.908	-0.517	0.075	0.309
N	5.365	9.405	26.998	-0.049	0.08	-0.032
O	13.748	13.287	16.699	0.334	-0.563	0.168
O	12.728	5.485	20.785	-0.36	0.159	-0.453
O	16.486	20.814	24.982	0.075	-0.243	-0.432
O	4.648	13.923	29.233	0.024	0.281	0.069
O	14.328	14.671	24.131	-0.051	-0.1	-0.054
O	4.198	15.813	18.741	-0.161	-0.083	-0.082
N	10.749	20.624	24.802	-0.029	0.009	-0.096
N	4.386	7.856	24.542	-0.146	0.028	0.046
O	6.713	4.327	14.962	-0.011	0.067	0.402
O	5.929	11.701	28.678	-0.127	-0.088	0.102
O	5.206	7.686	29.065	-0.138	-0.015	-0.303
O	9.129	18.233	27.436	0.066	-0.185	-0.293
O	6.251	7.167	19.773	0.023	-0.126	-0.468
O	12.366	21.391	26.801	-0.377	0.284	-0.068
O	2.188	17.198	17.675	0.005	-0.068	-0.633
O	9.623	12.135	25.629	0.099	0.483	0.156
O	13.607	21.445	29.155	-0.306	0.177	0.046
O	6.381	20.69	22.862	0.069	0.325	0.323
O	6.586	14.866	18.272	0.446	-0.189	0.157
O	14.929	14.779	18.486	0.386	-0.109	-0.21
O	12.071	7.33	29.277	0.423	-0.586	0.255
O	8.684	6.606	18.563	0.026	-0.402	0.128
O	11.615	20.14	22.381	0.234	-0.014	0.25
O	3.584	13.54	26.86	0.083	-0.519	0.318
O	2.987	11.182	17.571	0.209	0.002	0.423
O	6.129	15.965	25.024	0.429	0.4	-0.228
O	7.531	13.739	25.254	0.223	0.185	0.615
O	7.663	6.703	23.402	0.068	-0.122	-0.251
O	11.88	11.176	26.637	0.016	0.094	-0.206
O	12.335	14.93	15.268	-0.006	-0.014	-0.105
O	6.147	10.857	21.888	0.292	0.18	-0.169
O	15.508	19.486	29.747	0.068	-0.037	-0.479
N	12.056	7.802	24.864	0.04	-0.17	-0.07
O	7.228	16.433	20.909	-0.316	0.015	0.221
O	3.679	11.762	20.787	0.329	0.329	-0.403
O	1.504	15.079	15.383	0.137	-0.074	0.487
O	8.324	14.12	20.797	-0.078	-0.639	-0.121
O	1.747	15.428	22.558	0.161	-0.146	-0.023
O	6.728	14.65	22.863	-0.126	0.125	-0.074
O	4.155	19.211	23.508	0.131	-0.129	-0.071
O	14.538	8.639	24.912	0.533	0.43	0.514
N	7.216	19.157	29.27	0.064	-0.115	-0.01
O	4.757	5.67	16.006	0.005	0.533	0.145
O	9.599	18.821	17.911	0.051	0.338	-0.382
O	11.96	15.902	23.568	-0.306	-0.084	0.584
O	4.513	19.85	29.771	0.03	-0.174	-0.285
O	14.046	16.722	20.033	-0.363	0.137	-0.597
O	9.822	8.691	29.776	-0.068	-0.027	-0.009
O	10.931	19.079	29.103	-0.023	0.541	0.2
O	15.273	9.934	19.683	-0.046	0.49	0.008
O	7.228	11.343	26.412	0.046	-0.139	0.034
O	2.605	12.355	24.732	0.247	-0.46	0.249
O	10.333	18.114	23.423	-0.47	-0.109	0.502
O	10.222	7.351	22.963	-0.12	-0.232	-0.059
O	13.246	14.401	21.771	0.338	-0.106	-0.203
O	15.089	7.668	18.362	0.082	-0.032	-0.628
O	12.347	15.02	18.115	-0.083	-0.021	-0.041
O	17.311	6.604	19.343	0.149	0.298	0.136
O	13.224	13.031	19.448	0.324	-0.366	-0.204
O	17.501	9.623	21.196	0.441	-0.017	-0.202
O	4.374	17.811	25.732	0.149	0.125	0.133
O	4.777	9.445	20.123	-0.043	0.23	-0.676
O	4.627	4.24	18.271	0.645	-0.165	-0.068
O	10.762	8.206	17.752	0.065	-0.079	0.325
O	9.858	6.809	25.982	-0.236	0.09	-0.011
O	11.316	19.858	19.767	-0.268	0.123	-0.418
O	11.722	11.468	24.129	-0.06	0.308	-0.072
O	8.55	7.882	16.312	-0.076	0.247	0.243
O	3.15	7.515	27.497	-0.11	0.17	-0.497
O	14.917	6.865	15.287	-0.035	0.016	0.542
O	3.296	13.337	16.11	-0.105	0.104	0.154
O	8.163	9.236	22.812	0.176	0.147	0.037
O	16.766	19.221	17.601	0.551	0.234	0.012
O	17.279	10.457	23.77	0.054	-0.195	0.464
O	14.393	19.631	16.52	-0.148	-0.37	0.282
O	1.606	12.473	22.32	-0.278	0.122	0.103
O	15.354	4.994	18.416	-0.306	-0.037	0.218
O	10.688	16.316	16.611	-0.195	0.088	0.035

Results
total energy: -106631.854 eV
total energy less fixed offsets of N -271.95, O -438.35, Si -107.03 eV per atom: 11.186 eV
